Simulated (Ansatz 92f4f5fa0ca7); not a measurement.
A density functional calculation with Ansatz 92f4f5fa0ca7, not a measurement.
Periodic cell of 237 atoms, Si147O90, from a study of silicon, its oxide and their interface. The atomic structure is a simulated model.
Doubt: the cutoff is far below the 930 eV that the study's wrapper takes by default for these files, so forces and energies are approximate.
This geometry differs little from another in the collection (a relaxation step or a small displacement).

Settings
functional: PBE
potential files: Ansatz PAW
basis: plane waves
wave-function cutoff: 580 eV
density cutoff ratio: 5
exchange-correlation grid ratio: 1
k mesh: 1 x 1 x 1, Gamma-centred
self-consistency stop: 5e-08 eV per atom in the density residual
occupations: fixed
spin: none
net charge: 0

Cell vectors (angstrom)
a 11.6015 0 0
b 0 10.938 0
c 0 0 32.7248

Atoms: element, x, y, z (angstrom)
Si -0.0694 -0.1466 24.2083
Si 3.5753 0.0341 23.9489
Si 7.4245 0.0104 24.2115
Si 1.6948 1.4376 24.0207
Si 5.5619 1.4239 23.9966
Si 9.5248 1.0422 24.1183
Si -0.071 5.2664 24.1847
Si 3.9214 5.5426 24.0002
Si 7.5684 5.5684 23.8242
Si 1.8184 6.6751 24.0404
Si 5.7341 7.0344 24.1533
Si 9.7181 6.7271 23.8754
Si 1.865 2.7393 25.9884
Si 5.6755 2.7935 25.9351
Si 9.5397 2.6868 25.8783
Si -0.1074 3.9867 26.098
Si 3.7643 4.1711 25.9586
Si 7.6499 4.15 25.8285
Si 1.9386 8.0984 25.9773
Si 5.716 8.2745 26.1064
Si 9.5904 8.1217 25.8821
Si -0.0189 9.4119 26.0678
Si 3.771 9.617 25.9412
Si 7.6731 9.5403 26.0655
Si -0.0451 -0.0157 27.8943
Si 3.8287 0.0125 27.8925
Si 7.6971 0.0247 27.9297
Si 1.8969 1.3474 27.8989
Si 5.7588 1.3934 27.8654
Si 9.6186 1.3664 27.8678
Si -0.069 5.4771 27.9192
Si 3.8121 5.4647 27.9216
Si 7.6784 5.4413 27.8493
Si 1.8929 6.8024 27.9283
Si 5.7433 6.8061 27.9319
Si 9.5958 6.8248 27.8727
Si 1.9336 2.7345 29.8255
Si 5.8008 2.7345 29.8255
Si 9.6679 2.7345 29.8255
Si 0 4.1018 29.8255
Si 3.8672 4.1018 29.8255
Si 7.7343 4.1018 29.8255
Si 1.9336 8.2035 29.8255
Si 5.8008 8.2035 29.8255
Si 9.6679 8.2035 29.8255
Si 0 9.5708 29.8255
Si 3.8672 9.5708 29.8255
Si 7.7343 9.5708 29.8255
Si 0 0 31.7591
Si 3.8672 0 31.7591
Si 7.7343 0 31.7591
Si 1.9336 1.3673 31.7591
Si 5.8008 1.3673 31.7591
Si 9.6679 1.3673 31.7591
Si 0 5.469 31.7591
Si 3.8672 5.469 31.7591
Si 7.7343 5.469 31.7591
Si 1.9336 6.8362 31.7591
Si 5.8008 6.8362 31.7591
Si 9.6679 6.8362 31.7591
Si 1.9336 2.7345 0.9679
Si 5.8008 2.7345 0.9679
Si 9.6679 2.7345 0.9679
Si 0 4.1018 0.9679
Si 3.8672 4.1018 0.9679
Si 7.7343 4.1018 0.9679
Si 1.9336 8.2035 0.9679
Si 5.8008 8.2035 0.9679
Si 9.6679 8.2035 0.9679
Si 0 9.5708 0.9679
Si 3.8672 9.5708 0.9679
Si 7.7343 9.5708 0.9679
Si 0.0586 0.0349 2.8897
Si 3.926 0.0055 2.8881
Si 7.78 0.0024 2.9042
Si 2.0016 1.3814 2.9129
Si 5.8605 1.3824 2.8595
Si 9.7073 1.3748 2.9211
Si 0.0312 5.4149 2.9678
Si 3.8938 5.5118 2.8908
Si 7.819 5.5006 2.8924
Si 1.9307 6.8179 2.8795
Si 5.8627 6.8131 2.8826
Si 9.7481 6.8541 2.8963
Si 2.0792 2.7476 4.8589
Si 5.9042 2.9335 4.6363
Si 9.6913 2.7077 4.8931
Si 0.0749 4.0029 4.945
Si 3.9339 4.2228 4.8575
Si 7.874 4.239 4.8853
Si 1.9596 8.1768 4.7962
Si 5.8956 8.1162 4.8351
Si 9.7739 8.2843 4.7858
Si 0.0947 9.698 4.8642
Si 3.94 9.4315 4.7131
Si 7.7796 9.5554 4.831
Si 0.1481 0.2754 6.802
Si 4.057 -0.1051 6.54
Si 7.6655 0.0204 6.7402
Si 2.2572 1.3887 6.8
Si 5.8198 1.4354 6.3669
Si 9.612 1.3633 6.885
Si 0.1298 5.4135 6.8611
Si 4.0007 5.5066 6.9227
Si 7.9833 5.6226 6.9106
Si 1.9979 6.8264 6.765
Si 5.9473 6.8453 6.8775
Si 9.9717 6.9718 6.7326
O 10.4759 8.0821 7.9037
O 7.1996 10.1472 8.1411
O 8.1134 4.6492 8.2516
O 4.4746 10.0722 7.9814
O 1.624 7.9075 7.9967
O 4.0411 4.5344 8.2938
O 9.3507 2.2734 8.2499
O 2.8197 2.2028 8.1721
O 11.7046 4.8366 8.4569
O 5.5301 2.4206 7.6855
O 5.8956 7.8237 8.2258
O 11.9389 10.2851 8.1513
O 11.5837 9.8919 22.8062
O 3.1583 9.9405 22.6815
O 5.5391 8.0815 22.8681
O 4.3625 4.5846 22.702
O 7.2564 10.0692 22.8109
O 10.275 7.5838 22.5362
O 1.5965 2.3296 22.598
O 5.7452 2.3221 22.6002
O 7.0725 4.6501 22.4979
O -0.1408 4.3204 22.8051
O 1.3871 7.609 22.7317
O 9.7039 1.376 22.4847
Si -3.2564 13.6683 14.6982
Si 2.3344 2.2618 17.8587
Si -2.4641 7.2767 17.8937
Si 8.7214 8.5491 12.8777
Si 12.5151 4.5767 16.9594
Si 11.2804 1.9355 19.3493
Si 11.134 4.9882 9.9937
Si 0.6603 5.6384 12.5592
Si 8.4153 9.0153 20.0037
Si 2.3543 6.1241 15.0042
Si 5.528 2.7543 13.7504
Si 9.0828 10.7135 15.2507
Si 8.3525 2.1806 18.904
Si 6.1619 10.1655 11.6538
Si 0.0637 8.3954 22.1635
Si 6.2126 6.8771 17.7193
Si 4.9983 4.7929 16.1548
Si 6.134 15.2056 18.9788
Si -0.3512 9.3367 16.8126
Si 9.3171 16.4491 13.7705
Si 5.6844 3.863 22.0443
Si 0.8487 3.539 21.7791
Si 11.883 8.7075 8.5008
Si 6.2565 9.1761 21.9012
Si 6.15 2.366 10.9126
Si 2.3463 -1.7543 15.2868
Si 12.9183 9.0817 19.4009
Si 7.1644 10.74 17.5844
Si 4.2001 0.0928 13.9015
Si 4.2518 2.9252 8.5702
Si -0.5003 7.7845 11.1266
Si 5.8163 9.3989 8.6474
Si 2.371 4.6077 19.5563
Si 9.5468 4.7121 16.5486
Si 8.6831 3.4335 9.1859
Si 3.6055 9.5732 21.1506
Si 3.636 7.3315 19.2245
Si 4.2663 10.8107 16.8186
Si 9.5279 0.5766 21.0763
O 6.8667 2.0984 14.4147
O 4.2747 1.6973 13.5358
O 9.935 2.3814 18.5252
O 3.4182 1.1682 17.3578
O 13.5378 3.3112 16.6502
O 11.9168 8.7342 10.1154
O 5.1973 3.9592 14.7822
O 0.3977 9.7132 18.2179
O 3.2006 9.58 16.6402
O 5.2445 3.9503 17.5797
O 10.8258 5.2458 13.2214
O 0.5699 7.2467 12.2424
O -1.2735 10.5819 16.3098
O 11.0185 4.0429 16.6587
O 4.7333 2.5599 10.0894
O 1.1283 4.9794 18.5378
O 1.0834 5.8925 16.0053
O 7.3715 9.2348 12.2513
O -2.1835 5.8187 15.3582
O 3.5543 5.712 19.3668
O 8.6008 6.8982 13.1775
O 5.6794 9.4729 10.262
O 0.3226 8.5129 20.563
O 9.2827 5.6451 17.8637
O -2.3833 12.2585 14.6532
O 7.495 12.3134 17.791
O 2.7234 10.3268 14.1435
O 7.4499 2.892 10.0891
O 1.93 4.5943 21.1289
O 9.1678 9.5081 14.1336
O 9.2265 9.9155 21.0897
O -3.0791 3.4777 16.1699
O 4.9619 10.1495 12.7652
O 5.9926 6.0834 16.2987
O 9.884 3.9498 10.1758
O 9.3049 7.778 19.4411
O 7.6992 10.4027 16.0795
O 2.7347 7.6884 14.7506
O 7.5953 7.6946 17.4391
O 2.9277 3.1241 19.1239
O 4.8621 7.702 18.1841
O -1.3147 18.96 17.001
O 1.9445 5.4162 13.5586
O 6.4937 11.7451 11.3305
O 11.6074 3.0628 20.4769
O 9.8992 8.6627 11.7574
O 5.9275 3.2784 12.2572
O 5.551 10.4946 17.7716
O 5.481 3.8329 20.4204
O 12.5226 1.6042 18.3619
O 8.6207 3.9915 13.6278
O 10.5178 6.4859 10.2925
O 2.4458 10.1126 20.0942
O 0.7633 9.1232 15.6387
O 7.1177 8.394 20.7658
O 3.5312 5.4363 15.8881
O 7.9786 9.9667 18.7573
O 12.3231 4.7818 11.1353
O 5.1541 10.1406 21.1268
O 6.4491 5.8609 18.9709
O 7.6123 3.604 18.9841
O 3.809 7.9885 20.7213
O 4.9453 11.0167 15.3535
O 10.9133 0.6094 20.209
O 13.7875 7.8747 18.6962
O 8.3168 12.3346 20.3375

Results
free energy: -144627.711 eV
free energy less fixed offsets of O -568.88, Si -635.61 eV per atom: 6.159 eV

Forces (eV/angstrom), in the order of the atoms: element, x, y, z
Si 0.0004 -0.0032 0.01
Si 0.0102 -0.0024 0.0101
Si -0.0052 -0.0094 0.0022
Si -0.0146 0.0008 0.0053
Si -0.0066 -0.0051 0.0114
Si 0.0083 0.02 0.0113
Si 0.0003 -0.0029 0.0103
Si 0.0197 -0.0114 0.0016
Si -0.0143 0.003 0.0026
Si -0.0246 0.0116 0.0103
Si -0.0074 0.004 0.011
Si 0.0066 -0.0016 0.0103
Si -0.0051 -0.0007 -0.0129
Si -0.0257 0.0136 -0.0146
Si 0.0025 -0.0009 -0.0175
Si 0.0023 -0.0021 -0.0174
Si 0.0168 -0.0101 -0.0078
Si 0.016 0.001 -0.0063
Si -0.0004 0.0066 -0.0126
Si 0.0157 0.0093 -0.0214
Si 0 0.0041 -0.0101
Si 0.0172 -0.0074 -0.0194
Si 0.003 -0.0091 -0.0061
Si -0.0063 -0.0064 -0.0115
Si 0.0033 0.0068 0.0055
Si -0.0037 0.0097 -0.0031
Si 0.009 0.012 0.0021
Si -0.0013 -0.0111 -0.0015
Si 0.0004 -0.0102 0.0063
Si -0.0147 -0.0098 0.0067
Si -0.0045 0.0036 0.0036
Si -0.0081 0.0146 -0.0002
Si -0.0033 0.0074 -0.0068
Si 0.0063 -0.0101 0.002
Si -0.005 -0.0057 0.0062
Si 0.0026 -0.0106 -0.0016
Si -0.0504 0.0117 -0.0276
Si -0.0401 -0.0316 -0.0445
Si 0.0173 0.0125 -0.1462
Si -0.0666 -0.0398 0.1812
Si -0.0063 -0.1774 0.1152
Si -0.0631 -0.0625 -0.1938
Si -0.0684 0.0344 0.031
Si -0.0103 -0.025 0.1713
Si -0.0881 -0.0121 -0.1982
Si -0.0457 0.0161 0.1156
Si 0.0217 -0.0093 -0.0845
Si -0.0721 0.0013 0.1636
Si -0.0064 0.0167 0.0264
Si -0.0077 0.0216 -0.0233
Si 0.0052 0.0099 0.0206
Si -0.0225 -0.0697 -0.007
Si 0.0144 0.0116 -0.0715
Si -0.0023 -0.1135 0.0035
Si 0.0082 0.0759 0.0436
Si 0.012 0.0537 0.0114
Si -0.0042 0.1037 -0.0118
Si 0.0102 0.0071 0.0112
Si -0.0035 0.0002 0.0074
Si -0.0016 -0.0536 -0.0119
Si 0.0928 0.0449 0.0294
Si 0.0209 0.0551 -0.3663
Si 0.0166 0.0112 0.0424
Si -0.0218 -0.0606 0.2639
Si -0.0156 0.0196 0.1041
Si 0.143 -0.0317 0.089
Si -0.0976 0.0126 -0.0365
Si 0.0706 0.0261 0.0242
Si 0.1401 0.0756 -0.0778
Si 0.045 0.0975 -0.0125
Si 0.0711 -0.0004 -0.0683
Si 0.0191 0.0074 0.0395
Si 0.0054 0.0059 -0.0042
Si -0.0011 0.0108 -0.002
Si 0.0092 0.0145 -0.0011
Si 0.0055 -0.0122 -0.0011
Si -0.0017 -0.002 -0.0001
Si -0.0105 -0.011 -0.0037
Si 0.0014 0.0093 -0.0073
Si 0.0007 0.0109 -0.0055
Si 0.0021 0.0091 -0.0004
Si 0.0009 -0.0064 0.0027
Si -0.0001 -0.0126 -0.0088
Si 0.001 -0.012 0.0019
Si -0.0044 0.0082 0.0056
Si 0.0011 -0.002 0.0144
Si -0.0058 0.004 0.0099
Si -0.0004 -0.0023 0.0219
Si -0.0015 -0.0069 0.0125
Si -0.0076 -0.0021 0.0099
Si 0.0025 -0.001 0.0042
Si -0.0084 0.0167 0.0141
Si -0.0021 0.0015 0.0135
Si -0.0062 -0.0089 0.0085
Si 0.0007 -0.008 0.0168
Si -0.0011 -0.0065 0.0087
Si -0.008 0.0043 -0.0027
Si 0.02 -0.0061 -0.0139
Si -0.0099 -0.0005 -0.012
Si 0.0012 0.0043 -0.0032
Si -0.0137 0.0031 -0.0133
Si 0.0187 -0.0056 -0.0129
Si -0.0011 -0.0067 -0.0143
Si 0.0096 0.003 -0.0039
Si -0.0023 -0.001 -0.0122
Si -0.0015 -0.0052 -0.0075
Si 0.0024 -0.0064 -0.0069
Si 0.0093 0.0024 -0.0094
O 0.0122 0.007 -0.0011
O -0.0056 -0.0113 0.0053
O 0.0013 -0.013 0.0066
O 0.0034 -0.0055 0.0063
O -0.0076 0.0065 -0.0007
O -0.0015 -0.0128 0.0026
O -0.0082 0.0155 0.0088
O 0.01 0.0068 0.005
O -0.0045 -0.0011 0.0153
O 0.0028 0.0038 0.0022
O -0.0025 0.0168 0.006
O 0.0032 -0.0114 0.0001
O 0.0002 -0.0038 -0.0052
O 0.0049 -0.0084 -0.0178
O 0.0013 0.0132 -0.0038
O 0.0131 -0.0059 -0.0031
O -0.0111 -0.0112 -0.0071
O 0.0101 0.0101 -0.0045
O -0.0056 0.0113 -0.0086
O 0.0036 0.0181 -0.0115
O -0.0068 -0.0041 -0.0016
O 0.0062 -0.0159 -0.0154
O -0.0065 0.0079 -0.0069
O -0.0022 -0.0087 -0.0127
Si -0.0017 0.0004 0.0072
Si 0.0041 -0.0002 -0.0069
Si -0.0017 0.0016 -0.0039
Si 0.0003 0.0002 0.0056
Si -0.0028 -0.0009 -0.0022
Si 0.0012 0.0011 -0.0086
Si 0.0001 -0.0033 -0.007
Si -0.0033 -0.0038 0.0056
Si -0.0005 0.0037 0.003
Si -0.0027 -0.0014 -0.0003
Si 0.0034 0 0.0007
Si -0.0009 -0.0045 -0.0017
Si -0.0021 -0.0008 -0.0052
Si -0.0057 -0.0051 0.0034
Si -0.0057 -0.0047 0.0049
Si -0.0044 0.001 -0.0049
Si 0.0015 -0.0031 0.0026
Si -0.0048 -0.0074 0.003
Si 0.0018 -0.0016 0.0022
Si 0.0116 0.0005 0.0064
Si 0.0012 -0.0083 0.0073
Si 0.0039 -0.0003 0.0139
Si -0.0046 0.0034 -0.0012
Si 0.0087 -0.0004 0.0022
Si -0.0022 0.0028 0.0034
Si 0.0015 -0.0005 0.0027
Si 0.0018 -0.0001 -0.0002
Si 0.0022 0.0007 -0.0008
Si 0.0055 -0.0033 -0.0001
Si -0.012 0.0067 0.0011
Si -0.0022 -0.0064 0.0024
Si 0.0024 -0.0052 -0.0041
Si 0.0036 0.0023 -0.0025
Si -0.0014 -0.0036 -0.0026
Si 0.002 0.004 0.0041
Si 0.0039 0.0116 0.0054
Si 0.0009 0.0027 -0.0063
Si -0.0004 0.0011 -0.0033
Si -0.0024 0.0036 0.0065
O -0.0028 -0.0014 -0.0018
O -0.0001 -0.0007 -0.0035
O 0.002 0.0015 0.0027
O 0.0008 -0.0019 0.0012
O 0 -0.0007 0.0011
O -0.0036 -0.002 0.0012
O 0 0.0007 -0.0016
O -0.0069 0.0015 -0.0075
O -0.0009 0.001 -0.0007
O -0.0017 0.0019 -0.0026
O -0.0123 0.0027 0.0006
O 0.0018 -0.0037 -0.0012
O 0.0008 -0.0013 0.0009
O 0.0033 0.0021 0.0008
O 0.0075 -0.0045 0.0038
O -0.0004 -0.0011 -0.0003
O 0.0023 0.0007 -0.0005
O 0.0028 -0.0015 -0.0031
O 0.0004 -0.0012 -0.0042
O -0.0011 -0.003 0.0021
O -0.0002 0.0016 -0.0068
O 0.0006 0.0026 0.0079
O 0.0059 0.0044 -0.0119
O 0.0012 0.0006 0.0035
O 0.0011 -0.0031 -0.0038
O -0.0012 -0.0038 0.0007
O 0.0005 -0.0001 -0.0026
O -0.0068 -0.0041 -0.0043
O -0.0016 -0.0009 -0.0026
O -0.0001 0.0024 -0.0004
O -0.003 -0.0021 -0.0018
O -0.0006 -0.0006 -0.0045
O -0.0035 0.0059 0.0017
O 0.0011 0.0006 -0.0014
O 0.0035 0.0007 -0.0057
O 0.0018 -0.007 -0.002
O 0.001 -0.001 -0.0011
O -0.0005 -0.0001 -0.0025
O 0.0043 -0.0006 0.0032
O -0.0001 -0.0007 0.0015
O 0.0067 -0.0034 -0.0007
O 0.0022 0.0042 0.0012
O 0.0034 0.0019 0.0004
O 0 -0.0046 -0.0043
O -0.0044 -0.0017 -0.0058
O -0.0076 -0.0008 -0.0021
O -0.0033 0.0037 0.0043
O 0.0001 0.0002 0.0027
O 0.0027 0.0011 -0.0174
O 0.0014 0.0007 0.0028
O -0.0001 0 -0.0022
O 0.0055 0.0113 0.0022
O -0.0088 -0.0021 -0.0013
O -0.0033 0.0001 0.0013
O 0.0058 -0.0005 0.0019
O -0.0013 0.0012 -0.0016
O -0.0029 0.0023 -0.0029
O 0.0013 0.0016 -0.0006
O -0.0097 -0.0044 0.0031
O 0.0018 0.0037 0.0027
O -0.0008 0.0007 0.0033
O -0.0019 -0.0045 0.0017
O -0.0038 0.0006 0.0002
O 0.0031 0.001 -0.0005
O 0.0003 -0.0028 0.0019
O 0.0017 -0.0002 0.0013

The program warned: the cutoff lies below the one the program advises for these potential files; the exchange-correlation potential is rough where the density is thin.
